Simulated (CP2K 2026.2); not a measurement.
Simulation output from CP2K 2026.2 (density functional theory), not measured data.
Periodic cell of 534 atoms, Si358O176, from a study of silicon, its oxide and their interface. The atomic structure is a simulated model.
Doubt: the forces sum to 2.38 eV/angstrom along one axis rather than to zero, so they err by at least 0.0045 eV/angstrom per atom on average; the grid cutoff is modest.

Settings: functional PBE; method Gaussian and plane waves; basis set DZVP-MOLOPT-SR-GTH; pseudopotentials GTH-PBE; grid cutoff 400 Ry, relative cutoff 50 Ry; k points Gamma only; occupations fixed; spin none; net charge 0.

Cell vectors (angstrom)
a	16.4025	0	0
b	0	16.4025	0
c	0	0	35.5098

Atoms and the computed forces on them: element, x, y, z (angstrom), force x, y, z (eV/angstrom)
Si	-0.088	-0.181	0.457	-0.003	-0.282	-0.587
Si	3.509	2.329	0.011	0.107	-0.031	0.037
Si	0.174	5.135	-0.159	-0.135	0.16	0.303
Si	2.888	8.034	-0.051	0.031	0.056	-0.028
Si	-0.468	11.169	0.015	0.155	-0.371	0.161
Si	2.134	14.123	0.231	-0.036	0.199	-0.408
Si	5.648	0.134	0.466	0.336	-0.003	-0.751
Si	9.801	3.689	-0.834	-0.028	-0.116	0.161
Si	5.302	5.997	0.322	0.059	0.112	0.102
Si	7.941	8.911	-0.061	0.23	-0.053	0.156
Si	5.532	11.014	-0.039	-0.125	0.213	-0.002
Si	7.671	14.209	0.157	0.041	0.178	-0.034
Si	10.532	0.573	-0.016	0.441	-0.582	0.628
Si	14.162	1.985	-0.301	-0.073	0.067	0.539
Si	11.631	5.338	-0.753	-0.296	-0.005	-0.625
Si	13.226	8.366	-0.11	0.162	-0.016	0.25
Si	11.403	10.881	-0.408	0.213	0.156	-0.452
Si	13.131	12.397	-0.893	-0.178	0.093	0.219
Si	1.504	1.377	1.372	0.026	-0.06	-0.116
Si	4.252	4.121	1.433	-0.065	0.086	-0.167
Si	1.351	6.736	1.229	-0.055	-0.075	-0.151
Si	3.963	9.714	1.279	0.152	-0.029	-0.188
Si	1.024	12.442	1.451	-0.039	-0.069	-0.046
Si	3.983	15.141	1.505	-0.101	-0.065	-0.002
Si	7.111	1.706	1.644	-0.155	-0.077	-0.047
Si	8.821	3.609	1.368	-0.147	0.159	0.062
Si	6.875	7.246	1.49	-0.124	0.112	-0.038
Si	9.587	9.839	1.446	-0.686	-0.087	0.285
Si	6.639	12.509	1.456	0.082	-0.194	-0.146
Si	9.41	15.328	1.37	-0.101	0.031	-0.223
Si	12.394	1.305	1.266	-0.211	-0.143	-0.322
Si	15.005	3.9	1.135	0.125	-0.139	-0.397
Si	12.204	6.663	1.174	0.045	0.023	0.546
Si	14.839	9.522	1.279	-0.006	0.238	0.017
Si	12.975	13.145	1.358	0.102	0.384	0.256
Si	14.764	14.834	1.713	-0.024	0.083	0.011
Si	0.038	2.749	2.663	0.044	0.106	-0.005
Si	2.69	0.06	2.902	-0.002	0.117	0.12
Si	-0.116	8.112	2.581	0.038	-0.006	-0.058
Si	2.705	5.447	2.698	0.02	-0.024	0.089
Si	-0.14	13.669	3.022	-0.041	0.009	0.224
Si	2.519	11.006	2.659	0.051	-0.038	-0.061
Si	5.497	2.819	2.918	0.111	0.076	0.161
Si	8.146	0.083	2.953	0.124	0.021	0.15
Si	5.348	8.422	2.797	-0.017	0.148	0.12
Si	8.053	5.527	2.678	0.043	-0.153	-0.128
Si	5.239	13.704	2.866	-0.014	-0.122	0.081
Si	8.094	11.092	2.773	-0.143	0.164	0.126
Si	10.808	2.722	2.605	0.1	-0.056	-0.143
Si	13.572	0.041	2.885	-0.024	0.038	0.029
Si	10.8	8.14	2.59	0.236	-0.127	-0.01
Si	13.602	5.328	2.556	0.077	-0.011	-0.075
Si	10.96	13.873	2.573	-0.025	0.152	-0.017
Si	13.612	11.088	2.663	-0.092	-0.179	-0.195
Si	1.324	4.124	4.103	-0.073	0.031	-0.063
Si	4.085	1.423	4.209	-0.138	-0.032	0.056
Si	1.228	9.526	4.005	-0.044	-0.005	-0.005
Si	4.026	6.886	4.081	0.101	0.002	-0.073
Si	1.292	15.08	4.223	0.079	-0.026	0.106
Si	3.898	12.275	4.152	0.018	0.105	-0.004
Si	6.785	4.256	4.219	-0.112	-0.118	0.111
Si	9.592	1.427	4.211	-0.111	-0.204	-0.071
Si	6.749	9.707	4.17	-0.086	-0.007	-0.037
Si	9.504	6.803	4.047	-0.06	0.027	0.03
Si	6.71	15.058	4.169	-0.048	-0.002	0.085
Si	9.578	12.438	4.023	0.009	-0.033	-0.066
Si	12.196	4.083	4.009	-0.082	-0.038	-0.064
Si	15.036	1.42	4.099	-0.008	0.023	-0.041
Si	12.191	9.588	3.963	0.071	0.133	-0.165
Si	14.934	6.752	3.971	-0.011	-0.022	0.013
Si	12.158	15.113	4.199	0.08	0.011	-0.058
Si	14.932	12.215	4.257	0.088	0.162	0.014
Si	-0.097	-0.061	10.948	0.031	0.004	0.006
Si	2.651	2.697	10.937	0.011	0.003	-0.012
Si	-0.085	5.433	10.951	0.01	-0.042	-0.017
Si	2.642	8.159	10.962	0.029	-0.018	-0.002
Si	-0.124	10.879	10.963	0.027	0.036	0.002
Si	2.63	13.61	10.95	0.024	0.028	0
Si	5.38	-0.038	10.953	0.007	0.021	0.001
Si	8.132	2.695	10.968	0.03	0.006	0.001
Si	5.399	5.444	10.956	-0.001	-0.037	0.004
Si	8.128	8.176	10.94	-0.001	-0.017	-0.001
Si	5.383	10.891	10.954	0.014	0.013	0.01
Si	8.116	13.601	10.954	0.02	-0.005	-0.005
Si	10.847	-0.066	10.97	0.01	0.009	0.002
Si	13.587	2.695	10.951	0.018	-0.001	-0.003
Si	10.862	5.443	10.949	0.042	-0.003	-0.004
Si	13.579	8.164	10.948	0.012	0.007	-0.008
Si	10.837	10.877	10.95	0	0.011	-0.005
Si	13.555	13.598	10.958	0.014	0.003	0.008
Si	1.299	1.291	12.288	-0.01	0.004	-0.003
Si	4.033	4.047	12.301	-0.002	0	-0.005
Si	1.28	6.784	12.328	-0.001	-0.004	0.01
Si	4.022	9.517	12.321	-0.004	0.016	0
Si	1.253	12.24	12.319	-0.029	-0.032	-0.01
Si	4.016	14.972	12.299	-0.013	0.014	-0.004
Si	6.763	1.3	12.325	-0.055	-0.043	0.012
Si	9.522	4.049	12.323	-0.049	0.003	-0.003
Si	6.781	6.8	12.32	0	0.039	-0.001
Si	9.477	9.522	12.335	0.001	-0.007	-0.017
Si	6.756	12.232	12.329	-0.026	0.013	0.019
Si	9.497	14.928	12.332	-0.059	0.029	0.013
Si	12.229	1.301	12.313	0.009	0.018	-0.006
Si	14.967	4.05	12.304	0.045	0.031	-0.005
Si	12.231	6.794	12.318	-0.034	-0.039	-0.014
Si	14.921	9.517	12.353	-0.022	-0.052	0.013
Si	12.192	12.222	12.339	-0.025	0.003	-0.001
Si	14.932	14.963	12.312	-0.006	-0.013	-0.005
Si	-0.082	2.64	13.632	0.015	0.008	-0.006
Si	2.645	-0.087	13.668	0.055	0.011	0.025
Si	-0.103	8.134	13.702	0.036	0.041	0.026
Si	2.67	5.405	13.666	0.018	-0.033	0.004
Si	-0.119	13.599	13.695	0.011	0.036	0.024
Si	2.615	10.857	13.671	0.067	0.002	0.018
Si	5.378	2.661	13.68	0	0.052	0.014
Si	8.115	-0.119	13.673	0.056	0.002	-0.014
Si	5.415	8.168	13.691	-0.037	-0.08	0.037
Si	8.152	5.414	13.676	0.027	-0.054	0.028
Si	5.373	13.598	13.663	-0.015	0.032	-0.033
Si	8.097	10.857	13.726	-0.035	0.018	0.027
Si	10.891	2.668	13.693	-0.002	-0.03	0.024
Si	13.547	-0.105	13.687	0.012	0.033	0.007
Si	10.859	8.153	13.677	0.017	0.007	0.018
Si	13.609	5.418	13.666	-0.029	-0.048	-0.001
Si	10.811	13.532	13.744	0.086	-0.032	0.047
Si	13.534	10.866	13.739	-0.002	0.053	0.034
Si	1.318	3.973	14.977	-0.001	-0.016	0
Si	4.032	1.247	15.045	-0.062	-0.019	-0.01
Si	1.266	9.493	15.07	-0.071	-0.086	0
Si	4.05	6.776	15.022	0.047	0.064	-0.035
Si	1.27	14.961	15.045	-0.026	-0.023	0.064
Si	3.981	12.241	14.997	0.018	-0.084	0.031
Si	6.772	4.03	15.013	-0.039	-0.006	-0.012
Si	9.518	1.234	14.996	-0.055	-0.018	-0.024
Si	6.751	9.503	15.133	0.062	0.047	0.073
Si	9.545	6.762	15.044	-0.035	-0.022	0.076
Si	6.765	14.894	15.058	-0.074	-0.002	0.052
Si	9.444	12.155	15.165	-0.018	0.07	0.063
Si	12.3	4.032	15.049	0.055	0.118	-0.009
Si	14.944	1.275	14.991	0.016	-0.014	0.032
Si	12.162	9.488	15.123	-0.071	-0.102	0.004
Si	14.939	6.761	15.079	0.021	-0.043	0.009
Si	12.192	14.906	15.081	-0.023	-0.005	0.007
Si	14.901	12.254	15.089	-0.034	-0.032	0.031
Si	-0.134	-0.08	16.383	-0.013	-0.028	0.092
Si	2.623	2.585	16.391	-0.138	-0.007	0.035
Si	-0.074	5.287	16.322	0.032	-0.027	0.039
Si	2.649	8.085	16.395	0.118	-0.028	0.209
Si	-0.118	10.88	16.419	0.014	-0.015	-0.008
Si	2.625	13.56	16.393	0.002	0.132	-0.023
Si	5.425	-0.124	16.4	0.082	-0.026	0.063
Si	8.161	2.617	16.299	0.001	-0.026	0.113
Si	5.419	5.408	16.379	-0.009	-0.002	0.079
Si	8.168	8.07	16.454	-0.117	-0.071	-0.044
Si	5.297	10.913	16.423	-0.22	-0.017	0.055
Si	8.026	13.497	16.531	0.027	-0.083	0.065
Si	10.768	-0.186	16.425	0.017	0.046	0.037
Si	13.637	2.613	16.408	0.076	-0.031	0.032
Si	11.001	5.459	16.402	-0.052	-0.107	0.014
Si	13.584	8.154	16.467	-0.109	0.039	0.096
Si	10.722	10.71	16.586	0.155	-0.049	0.08
Si	13.518	13.569	16.528	-0.009	-0.027	0.12
Si	1.196	1.25	17.813	-0.132	0.029	-0.03
Si	4.043	3.975	17.638	-0.02	-0.015	-0.152
Si	1.301	6.591	17.671	0.148	-0.119	-0.104
Si	3.903	9.557	17.788	-0.017	-0.092	0.001
Si	1.209	12.263	17.778	0.048	-0.01	0.028
Si	4.034	14.895	17.731	0.096	-0.183	-0.072
Si	6.855	1.241	17.732	0.073	0.067	-0.001
Si	9.602	3.988	17.557	-0.03	0.066	-0.283
Si	6.762	6.76	17.807	-0.142	-0.051	0.143
Si	9.437	9.232	18.09	-0.139	0.256	0.091
Si	6.634	12.118	17.96	0.021	0.076	0.129
Si	9.378	14.883	17.891	-0.033	0.168	-0.068
Si	12.201	1.202	17.663	-0.01	-0.018	-0.164
Si	15.127	3.879	17.794	-0.02	-0.198	0.092
Si	12.333	6.78	17.941	0.044	-0.049	0.065
Si	14.942	9.544	17.823	-0.197	0.117	0.01
Si	12.094	12.124	17.878	0.073	0.073	-0.291
Si	14.942	15.009	17.852	0.073	0.182	0.004
Si	-0.072	2.503	19.456	0.006	0.047	0.075
Si	2.698	-0.098	18.982	0.026	-0.023	0.183
Si	-0.049	8.019	18.892	0.178	-0.001	0.195
Si	2.605	5.116	19.081	-0.11	-0.133	-0.2
Si	0.018	13.697	19.203	-0.062	0.06	0.201
Si	2.431	10.906	19.233	0.063	-0.193	0.291
Si	5.466	2.682	18.955	0.174	0.01	0.181
Si	8.122	-0.058	19.333	0.047	0.121	0.271
Si	5.582	8.455	19.085	0.01	-0.155	-0.183
Si	8.358	5.342	18.937	0.151	-0.005	0.014
Si	5.278	13.661	19.337	-0.001	0.079	0.195
Si	7.423	10.096	19.163	-0.018	-0.064	-0.226
Si	10.911	2.631	18.929	-0.045	-0.116	0.239
Si	13.474	-0.023	19.177	0.1	-0.118	0.021
Si	10.923	7.943	19.577	0.149	-0.118	0.015
Si	13.839	5.284	19.099	0.089	0.138	0.378
Si	10.605	13.379	19.201	-0.303	-0.333	-0.133
Si	13.652	11.024	19.269	-0.017	-0.076	-0.211
Si	1.845	3.446	20.698	0.031	-0.315	-0.171
Si	4.084	1.297	20.2	0.09	0.124	-0.029
Si	1.16	9.223	20.466	-0.353	0.153	-0.4
Si	3.927	7.511	20.679	0.126	0.572	0.24
Si	1.503	15.056	20.552	-0.2	0.208	-0.094
Si	4.017	12.038	20.61	-0.064	0.144	-0.289
Si	7.197	3.754	20.143	-0.178	0.278	0.262
Si	9.484	1.633	20.53	-0.118	0.11	0.16
Si	6.76	10.765	21.284	0.24	-0.41	-0.5
Si	10.02	5.974	20.607	-0.235	-0.209	0.159
Si	6.259	15.497	20.668	-0.254	0.242	-0.152
Si	9.108	12.653	21.133	0.552	0.289	0.105
Si	12.378	3.871	20.234	0.086	0.053	0.021
Si	14.431	1.518	20.774	-0.414	0.209	-0.209
Si	12.861	9.984	21.196	0.327	-0.191	-0.143
Si	15.414	6.547	20.414	-0.26	-0.192	-0.469
Si	12.218	14.721	20.283	-0.099	-0.149	0.702
Si	14.688	12.746	20.487	0.206	0.25	0.144
Si	-0.471	-3.408	23.266	-0.157	0.042	0.199
Si	4.296	5.948	31.231	-0.141	0.032	-0.112
Si	1.087	5.547	22.683	-0.235	-0.003	-0.004
Si	4.013	6.655	22.815	0.291	-0.33	0.229
Si	-1.805	11.425	25.738	0.037	-0.076	0.133
Si	2.626	13.425	22.969	0.044	0.032	0.187
Si	6.409	-2.078	26.122	-0.068	0.047	0.263
Si	5.761	4.642	24.253	0.092	-0.099	0.209
Si	6.417	8.315	23.204	0.026	-0.109	0.343
Si	12.205	6.957	28.692	0.119	-0.005	-0.205
Si	7.544	5.798	22.348	0.039	-0.204	0.348
Si	10.199	14.359	22.382	-0.15	0.021	-0.127
Si	10.301	2.276	23.51	-0.176	0.121	0.184
Si	15.921	-0.31	22.608	0.049	-0.108	0.172
Si	12.511	4.042	24.866	-0.154	0.019	0.169
Si	14.767	8.845	22.055	-0.086	0.282	-0.14
Si	11.021	11.696	23.047	0.125	-0.283	0.336
Si	13.473	8.865	24.86	-0.311	-0.082	0.387
Si	-0.343	-3.324	29.815	0.057	0.096	-0.072
Si	4.815	5.936	26.957	0.071	-0.157	0.088
Si	2.443	4.396	28.251	0.096	-0.111	-0.006
Si	5.808	3.589	31.246	-0.108	-0.181	-0.285
Si	1.384	16.889	25.025	-0.011	0.008	0.27
Si	-3.273	16.097	28.659	0.001	-0.009	-0.02
Si	7.601	-0.853	23.456	-0.131	0.431	0.463
Si	8.638	7.806	25.463	0.046	-0.138	0.012
Si	5.176	8.941	27.298	0.163	-0.05	-0.021
Si	5.381	16.945	30.738	-0.001	-0.018	-0.208
Si	11.161	13.964	29.263	-0.066	0.128	-0.116
Si	9.653	1.118	26.144	-0.028	0.132	0.155
Si	14.831	7.174	27.124	0.003	-0.073	0.058
Si	11.315	6.915	25.611	-0.09	-0.122	0.069
Si	17.1	2.966	26.36	0.081	-0.052	0.136
Si	13.661	13.285	27.935	0.086	-0.059	0.022
Si	19.855	14.781	25.657	0.048	0.183	0.22
Si	-1.065	4.879	24.933	-0.196	-0.056	0.215
Si	3.12	1.46	29.126	0.087	0.044	-0.161
Si	7.822	7.894	28.334	0.153	0.044	-0.035
Si	6.526	5.674	29.353	0.079	-0.095	-0.132
Si	0.722	16.916	27.704	-0.078	0.038	0.031
Si	0.683	10.404	30.571	-0.057	0.083	-0.153
Si	2.484	-2.855	28.443	-0.021	0.006	0.091
Si	8.808	-1.128	27.923	-0.071	0.036	-0.014
Si	9.495	10.77	25.631	-0.107	-0.115	0.227
Si	6.431	5.746	33.077	-0.219	0.013	-0.201
Si	6.69	11.297	26.279	0.012	-0.056	0.171
Si	8.748	10.714	28.328	0.075	-0.107	0.023
Si	12.102	2.329	27.486	-0.206	0.07	-0.138
Si	17.842	0.649	31.729	0.103	-0.161	-0.41
Si	11.163	8.604	31.159	-0.147	-0.005	-0.214
Si	11.859	4.09	30.137	-0.144	0.077	-0.294
Si	7.571	18.556	24.438	-0.109	0.21	0.244
Si	16.412	9.606	27.767	-0.058	-0.055	0.039
Si	1.811	3.182	33.409	0.023	0.211	-0.465
Si	3.341	-1.68	31.311	-0.036	0.151	-0.243
Si	2.754	10.545	28.464	-0.096	0.11	-0.027
Si	1.509	5.352	31.044	0.141	0.15	-0.219
Si	3.547	12.387	33.404	0.159	0.134	0.097
Si	-0.843	15.988	30.235	0.008	-0.009	-0.125
Si	9.726	2.76	31.742	-0.031	-0.14	-0.264
Si	10.649	0.034	32.478	-0.115	0.125	-0.178
Si	8.976	10.63	31.226	-0.042	-0.101	-0.121
Si	8.548	7.991	32.462	-0.114	0.18	-0.312
Si	8.383	16.771	30.566	-0.167	0.031	-0.052
Si	9.289	12.489	33.518	-0.364	0.148	-0.062
Si	13.571	3.659	32.899	-0.052	-0.105	-0.201
Si	12.951	7.503	33.255	0.002	-0.077	-0.249
Si	15.475	5.833	32.646	0.152	0.07	-0.342
Si	11.715	13.886	32.286	0.016	-0.109	-0.264
Si	17.994	9.913	33.345	-0.078	-0.129	-0.076
O	0.953	-1.227	35.116	0.346	-0.053	0.403
O	-1.138	0.736	35.025	-0.057	0.2	0.153
O	3.304	3.109	34.058	-0.156	0.017	-0.095
O	4.635	1.147	35.077	-0.231	0.211	0.586
O	-0.308	6.171	34.124	-0.151	-0.26	0.061
O	0.899	3.821	34.61	-0.099	0.119	0.093
O	2.345	8.595	33.97	0.133	0.012	0.069
O	4.327	4.299	31.095	0.135	-0.073	-0.064
O	0.552	10.436	34.471	0.074	-0.046	-0.105
O	0.737	9.574	31.975	0.082	0.152	0.208
O	3.755	13.345	32.081	0.171	-0.149	-0.003
O	2.74	13.327	34.445	-0.115	0.043	-0.07
O	6.847	-0.132	30.678	0.026	-0.177	-0.114
O	6.61	-0.985	35.085	0.008	0.077	0.846
O	10.246	2.125	35.025	0.028	0.375	-0.51
O	9.272	3.596	33.077	0.067	0.259	0.389
O	4.086	6.919	35.152	0.262	-0.329	0.316
O	6.442	5.612	34.681	0.164	-0.225	-0.14
O	11.621	6.537	33.585	0.183	0.148	0.105
O	8.022	9.33	31.622	0.16	0.105	0.294
O	6.706	9.93	34.958	0.295	-0.156	-0.13
O	4.923	11.822	34.119	0.028	-0.291	0.081
O	8.17	13.254	34.407	0.122	-0.042	-0.058
O	10.858	18.025	32.151	0.022	0.155	-0.119
O	10.389	-0.226	34.063	0.101	-0.086	0.024
O	11.951	-0.896	32.148	0.268	-0.154	-0.062
O	13.713	2.177	33.591	-0.105	0.085	0.155
O	8.653	8.323	34.071	0.092	-0.023	0.001
O	12.953	4.484	34.19	-0.017	0.242	0.284
O	14.151	6.737	32.431	-0.099	-0.04	-0.013
O	12.429	8.623	32.183	0.123	-0.059	0.166
O	10.091	11.228	34.173	-0.134	-0.258	0.201
O	10.735	11.067	36.618	-0.029	-0.322	-0.133
O	14.702	11.869	34.645	0.012	0.249	-0.27
O	12.928	13.194	33.15	0.384	-0.1	0.023
O	3.024	2.279	21.054	-0.165	0.458	-0.349
O	1.53	4.037	22.223	0.307	-0.248	-0.059
O	4.986	-1.284	26.116	0.051	-0.066	0.191
O	5.127	0.307	21.062	0.23	-0.296	-0.451
O	2.541	8.45	20.952	0.591	-0.49	0.18
O	-0.061	9.316	21.668	0.004	0.199	0.106
O	3.655	6.166	19.802	0.165	-0.094	0.004
O	4.695	5.149	23.102	-0.497	0.478	-0.226
O	2.416	14.669	21.909	-0.092	0.222	-0.391
O	0.268	15.994	21.158	-0.073	-0.029	-0.206
O	5.168	10.884	20.877	0.176	0.231	0.167
O	3.536	12.342	22.168	-0.133	-0.032	0.095
O	8.903	9.086	28.608	0.115	0.111	-0.017
O	6.775	4.673	21.459	-0.039	0.07	-0.078
O	9.203	-1.067	23.219	-0.001	0.163	0.085
O	8.179	2.619	20.835	0.211	-0.037	-0.289
O	6.706	9.817	22.63	0.119	0.39	-0.079
O	6.871	7.265	22.03	0.18	0.046	-0.314
O	11.265	4.905	20.988	-0.152	0.188	-0.223
O	10.593	11.17	24.533	0.091	-0.055	-0.29
O	11.28	15.302	21.557	0.03	0.128	-0.193
O	6.765	15.021	22.17	-0.054	-0.379	-0.11
O	7.493	12.252	21.415	0.266	0.394	0.147
O	9.896	11.381	21.892	-0.04	0.049	-0.168
O	13.32	2.759	21.116	0.065	0.021	-0.17
O	13.939	4.467	24.189	0.143	-0.007	-0.389
O	14.686	0.719	22.241	-0.01	0.274	-0.027
O	15.527	-1.799	23.205	-0.239	0.077	-0.19
O	11.686	8.909	20.719	-0.131	-0.032	-0.048
O	12.362	10.948	22.463	-0.016	0.028	0.02
O	16.747	6.084	21.306	-0.083	-0.132	-0.206
O	14.431	7.34	21.46	-0.038	0.079	0.112
O	13.468	13.804	20.944	-0.149	-0.245	-0.34
O	10.321	18.057	22	0.119	-0.393	-0.331
O	13.407	10.471	25.147	-0.105	0.127	-0.081
O	15.305	12.253	21.953	0.069	-0.275	-0.244
O	-2.508	-1.501	27.845	-0.035	0.149	0.118
O	1.147	-3.555	23.297	0.116	-0.027	-0.103
O	6.703	4.163	29.971	0.158	0.125	0.158
O	0.89	-3.082	28.758	-0.007	-0.105	0.043
O	2.39	6.43	23.179	-0.246	-0.084	-0.047
O	-0.016	5.541	23.887	0.309	0.246	-0.048
O	4.706	7.531	26.624	-0.171	0.196	-0.113
O	7.424	8.122	24.462	-0.219	0.058	-0.016
O	-1.843	8.648	23.673	0.261	-0.078	-0.058
O	-0.944	12.147	24.568	0.045	-0.054	-0.106
O	3.379	13.734	24.395	-0.187	-0.231	-0.228
O	5.976	12.743	26.13	0.042	-0.163	0.028
O	2.823	-0.254	25.024	-0.044	0.053	-0.217
O	7.217	-1.724	24.768	0.207	-0.046	-0.431
O	7.275	0.737	23.675	0.181	-0.243	-0.282
O	7.181	5.419	23.922	0.254	0.089	-0.261
O	7.969	11.268	25.244	-0.06	-0.056	-0.315
O	6.144	5.512	27.788	0.2	-0.238	-0.098
O	7.28	11.161	27.79	0.088	-0.07	-0.049
O	8.817	11.383	29.788	0.071	0.158	0.055
O	9.137	5.966	22.032	0.019	0.207	-0.07
O	4.875	7.863	23.636	-0.012	0.082	-0.004
O	7.347	14.709	27.421	0.037	-0.181	0.061
O	8.814	19.371	23.731	0.029	-0.047	-0.015
O	4.963	5.063	25.606	-0.071	0.104	-0.055
O	10.417	1.131	24.691	0.085	0.011	-0.226
O	11.523	3.33	23.783	0.03	0.071	-0.407
O	12.022	8.106	24.699	0.24	0.249	-0.255
O	11.933	5.454	25.375	0.059	0.001	0.159
O	9.792	6.754	25.02	-0.072	-0.059	-0.141
O	15.511	10.549	26.779	-0.119	0.155	0.174
O	15.153	5.836	26.254	0.214	-0.159	-0.089
O	12.925	17.335	27.642	0.215	-0.162	-0.159
O	11.873	5.603	29.545	0.096	-0.172	0.156
O	16.882	16.228	26.242	0.212	0.135	-0.26
O	13.866	12.655	26.479	-0.135	-0.144	-0.232
O	-1.672	-3.778	28.981	0.022	-0.036	0.136
O	0.17	2.059	27.631	-0.09	-0.094	-0.211
O	5.283	6.496	30.054	-0.076	-0.027	0.199
O	3.217	2.997	28.594	-0.107	0.014	0.164
O	1.486	4.825	29.501	-0.255	0.22	0.212
O	3.513	5.543	27.855	0.036	0.209	0.208
O	7.86	6.646	29.403	0.09	0.026	0.221
O	0.109	11.92	30.872	-0.058	-0.104	0.222
O	5.655	10.024	26.135	0.043	-0.165	-0.075
O	2.644	14.29	26.997	-0.187	-0.135	-0.126
O	2.306	17.789	30.541	-0.198	0.191	0.287
O	2.012	15.513	31.901	-0.066	-0.197	0.052
O	9.569	-0.441	26.643	0.245	0.046	-0.249
O	2.331	0.561	28.021	-0.061	0.037	0.071
O	8.049	7.254	26.862	-0.133	-0.095	0.029
O	6.196	3.054	24.408	0.067	-0.133	-0.056
O	9.477	9.16	25.713	0.181	0.141	0.191
O	9.959	7.62	31.71	-0.001	-0.12	0.292
O	3.206	12.096	28.242	0.066	-0.073	0.039
O	11.151	13.321	23.269	0.035	-0.074	-0.267
O	5.573	18.407	31.444	0.054	0.079	0.217
O	9.649	14.039	28.619	0.17	-0.24	-0.053
O	12.726	3.117	26.202	-0.067	-0.031	0.134
O	8.136	1.764	25.953	-0.054	-0.064	0.1
O	15.856	3.441	25.47	-0.25	0.013	0.063
O	18.068	2.055	25.405	-0.151	-0.066	-0.154
O	11.718	8.182	29.67	0.093	0.31	0.145
O	11.409	7.139	27.253	-0.145	0.035	0.103
O	14.014	8.202	26.214	0.046	0.195	0.018
O	17.906	4.245	26.931	-0.182	0.177	-0.034
O	16.189	7.993	27.529	-0.004	-0.102	0.066
O	12.112	13	28.355	0.044	0	0.044
O	14.041	16.504	29.959	-0.173	-0.117	0.103
O	16.259	16.939	31.338	-0.148	0.138	0.056
O	1.465	1.622	33.028	-0.011	0.264	0.494
O	0.557	0.388	23.649	0.059	0.2	-0.059
O	-0.023	-0.322	28.835	0.226	-0.199	0.128
O	3.143	-2.029	29.706	-0.112	-0.067	0.04
O	6.355	8.591	28.363	-0.119	0.244	0.088
O	0.129	6.123	31.425	-0.199	0.159	0.101
O	1.711	4.124	32.09	0.103	-0.405	0.143
O	2.752	6.43	31.154	0.052	-0.137	0.059
O	2.672	11.08	32.992	0.063	-0.077	-0.316
O	-0.285	9.811	29.38	-0.001	0.105	0.049
O	-0.74	14.416	30.668	0.013	0.153	0.005
O	2.219	10.416	30.001	-0.078	-0.014	0.188
O	8.495	1.945	31.012	0.089	0.261	-0.057
O	8.725	0.1	29.001	-0.039	-0.039	0.092
O	4.521	-0.574	31.538	-0.117	0.027	0.359
O	9.367	-0.475	31.564	-0.011	-0.28	0.142
O	9.829	11.228	27.189	0.083	0.089	0.09
O	6.548	4.203	32.554	0.301	-0.212	0.13
O	7.576	6.681	32.395	-0.022	-0.132	-0.089
O	4.975	6.375	32.642	0.189	0.22	0.021
O	4.63	17.255	29.308	-0.009	-0.09	-0.007
O	4.013	9.591	28.204	0.095	0.053	-0.054
O	8.571	11.844	32.223	-0.032	0.023	0.136
O	10.54	10.118	31.211	0.147	0.043	0.204
O	12.282	3.128	28.891	0.281	-0.144	0.097
O	10.513	2.024	27.207	-0.211	0.194	0.074
O	11.698	-0.881	29.193	0.061	-0.089	-0.025
O	10.333	3.768	30.621	-0.101	0.11	0.13
O	11.852	9.305	35.067	-0.177	0.211	0.079
O	12.787	3.802	31.463	0.247	-0.203	0.511
O	15.071	4.246	32.609	0.13	0.043	0.173
O	11.359	13.353	30.773	0.09	0.088	0.145
O	10.385	13.616	33.166	0.078	0.194	0.111
O	13.832	6.891	28.399	0.202	-0.063	0.079
O	17.953	10.056	27.466	0.081	0.14	-0.257
Si	-0.095	0.034	5.539	0.031	0.019	-0.003
Si	2.662	2.77	5.52	0.062	-0.021	-0.033
Si	-0.093	5.472	5.439	0.038	-0.02	-0.088
Si	2.614	8.21	5.436	0.007	-0.017	-0.092
Si	-0.073	10.835	5.517	-0.023	0.035	-0.057
Si	2.622	13.664	5.557	-0.032	0.006	-0.009
Si	5.402	0.019	5.566	-0.003	0.02	0.016
Si	8.158	2.799	5.507	0.091	0.115	0.006
Si	5.369	5.564	5.535	0.007	-0.036	-0.041
Si	8.134	8.221	5.426	-0.078	-0.062	-0.084
Si	5.329	10.979	5.533	0.09	0.001	0.007
Si	8.149	13.695	5.475	0.032	0.054	-0.116
Si	10.856	0.039	5.612	0.044	-0.003	-0.022
Si	13.592	2.754	5.434	0.029	-0.015	-0.076
Si	10.875	5.455	5.436	0.029	0.046	-0.047
Si	13.579	8.186	5.344	0.03	0.016	-0.11
Si	10.861	10.96	5.397	-0.088	-0.058	-0.068
Si	13.549	13.673	5.504	-0.085	-0.067	-0.006
Si	1.296	1.385	6.882	-0.028	-0.014	-0.001
Si	4.03	4.136	6.873	-0.039	0.032	0.017
Si	1.271	6.83	6.821	-0.028	0.027	0.005
Si	3.981	9.553	6.851	0.033	-0.004	-0.021
Si	1.26	12.251	6.877	0.014	0.037	0.004
Si	4.022	15.024	6.896	0.015	-0.006	0.012
Si	6.796	1.401	6.878	-0.042	-0.061	-0.013
Si	9.529	4.128	6.874	-0.037	-0.073	-0.02
Si	6.782	6.888	6.862	-0.059	-0.005	-0.011
Si	9.503	9.576	6.79	0.015	0.041	-0.013
Si	6.764	12.318	6.848	-0.05	0.012	-0.002
Si	9.477	15.035	6.9	-0.072	0.056	-0.006
Si	12.274	1.398	6.885	-0.008	-0.086	-0.017
Si	14.951	4.107	6.821	-0.056	0.036	-0.001
Si	12.239	6.839	6.779	-0.055	0.005	0.004
Si	14.923	9.486	6.824	0.054	-0.021	0.008
Si	12.204	12.274	6.843	0.034	0.034	0.007
Si	14.934	15.026	6.864	0.019	0.018	-0.003
Si	-0.096	2.74	8.221	0.023	-0.043	-0.024
Si	2.643	-0.015	8.242	-0.001	-0.006	-0.012
Si	-0.102	8.159	8.211	-0.001	-0.019	0.021
Si	2.636	5.476	8.219	0.05	-0.046	-0.005
Si	-0.115	13.627	8.221	-0.001	-0.014	0.002
Si	2.629	10.897	8.244	0.007	0.026	0.006
Si	5.399	2.748	8.228	0.014	-0.003	-0.012
Si	8.118	-0.004	8.255	0.027	0.007	0.015
Si	5.374	8.205	8.22	0.026	0	0.025
Si	8.134	5.482	8.219	0.024	-0.003	0.009
Si	5.393	13.648	8.243	0.062	0.089	0.011
Si	8.121	10.909	8.188	-0.039	-0.033	-0.025
Si	10.873	2.733	8.24	0.029	0.053	0.018
Si	13.589	-0.016	8.244	0.022	0.003	0.02
Si	10.861	8.189	8.166	0.025	0.015	-0.022
Si	13.581	5.468	8.188	0.07	-0.002	-0.011
Si	10.841	13.63	8.225	-0.026	-0.038	-0.001
Si	13.569	10.881	8.19	-0.013	0.046	-0.012
Si	1.286	4.087	9.582	-0.032	0.035	-0.004
Si	4.035	1.349	9.58	0.002	-0.016	0.002
Si	1.258	9.521	9.598	-0.01	0.016	0.004
Si	4.023	6.817	9.59	-0.022	-0.006	-0.007
Si	1.271	14.986	9.58	-0.008	0.001	0.002
Si	4.018	12.26	9.591	0.012	-0.032	-0.002
Si	6.782	4.093	9.595	-0.021	-0.009	0.002
Si	9.51	1.34	9.605	-0.047	-0.043	-0.002
Si	6.758	9.551	9.576	-0.044	0.016	0.008
Si	9.513	6.83	9.574	-0.044	-0.01	-0.011
Si	6.761	15.006	9.607	-0.061	0.024	0.023
Si	9.481	12.25	9.579	-0.006	0.04	0.007
Si	12.241	4.095	9.587	-0.055	-0.023	-0.01
Si	14.965	1.342	9.592	0.013	-0.003	0
Si	12.212	9.527	9.573	-0.005	-0.021	-0.006
Si	14.949	6.799	9.585	0.018	-0.002	0.008
Si	12.214	14.992	9.589	0.011	0.019	0.01
Si	14.923	12.243	9.578	-0.005	0.005	0.005

Results
total energy: -115448.896 eV
total energy less fixed offsets of O -438.04, Si -107.15 eV per atom: 5.844 eV
